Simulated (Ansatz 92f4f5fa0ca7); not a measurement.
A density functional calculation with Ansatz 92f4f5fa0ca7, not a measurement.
Periodic cell of 224 atoms, Si133O90H1, from a study of silicon, its oxide and their interface. The atomic structure is a simulated model.
Doubt: the cutoff is far below the 930 eV that the study's wrapper takes by default for these files, so forces and energies are approximate.
This geometry differs little from another in the collection (a relaxation step or a small displacement).

Settings
functional: PBE
potential files: Ansatz PAW
basis: plane waves
wave-function cutoff: 580 eV
density cutoff ratio: 5
exchange-correlation grid ratio: 1
k mesh: 1 x 1 x 1, Gamma-centred
self-consistency stop: 5e-08 eV per atom in the density residual
occupations: fixed
spin: none
net charge: +1 e, with a uniform compensating background and no finite-size correction

Cell vectors (angstrom)
a 10.938 0 0
b 0 10.938 0
c 0 0 32.4814

Atoms: element, x, y, z (angstrom)
Si 0.2832 -0.1808 25.0342
Si 5.1984 0.4682 25.0333
Si 2.8895 2.6473 25.1127
Si 7.9269 2.9882 25.0073
Si -0.2146 5.765 25.008
Si 5.7237 5.2528 25.026
Si 2.5058 8.511 24.975
Si 8.4754 7.9984 24.9381
Si 1.3757 1.3933 26.3935
Si 6.8154 1.4582 26.4038
Si 4.1213 4.1723 26.3861
Si 9.5625 4.1416 26.2834
Si 1.3635 6.9204 26.3275
Si 6.8816 6.8665 26.2909
Si 4.1264 9.6471 26.2562
Si 9.5858 9.596 26.2905
Si 2.753 0.0034 27.7113
Si 8.1966 0.009 27.6734
Si -0.035 2.7589 27.6852
Si 5.4357 2.7764 27.7596
Si 2.7091 5.5183 27.6945
Si 8.2029 5.4817 27.6964
Si -0.0251 8.2334 27.7121
Si 5.4656 8.2232 27.6409
Si 4.1018 1.3673 29.0632
Si 9.5708 1.3673 29.0632
Si 1.3673 4.1018 29.0632
Si 6.8362 4.1018 29.0632
Si 4.1018 6.8362 29.0632
Si 9.5708 6.8362 29.0632
Si 1.3673 9.5708 29.0632
Si 6.8362 9.5708 29.0632
Si 0 0 30.4304
Si 5.469 0 30.4304
Si 2.7345 2.7345 30.4304
Si 8.2035 2.7345 30.4304
Si 0 5.469 30.4304
Si 5.469 5.469 30.4304
Si 2.7345 8.2035 30.4304
Si 8.2035 8.2035 30.4304
Si 1.3673 1.3673 31.7977
Si 6.8362 1.3673 31.7977
Si 4.1018 4.1018 31.7977
Si 9.5708 4.1018 31.7977
Si 1.3673 6.8362 31.7977
Si 6.8362 6.8362 31.7977
Si 4.1018 9.5708 31.7977
Si 9.5708 9.5708 31.7977
Si 2.7345 0 0.6835
Si 8.2035 0 0.6835
Si 0 2.7345 0.6835
Si 5.469 2.7345 0.6835
Si 2.7345 5.469 0.6835
Si 8.2035 5.469 0.6835
Si 0 8.2035 0.6835
Si 5.469 8.2035 0.6835
Si 4.1018 1.3673 2.0507
Si 9.5708 1.3673 2.0507
Si 1.3673 4.1018 2.0507
Si 6.8362 4.1018 2.0507
Si 4.1018 6.8362 2.0507
Si 9.5708 6.8362 2.0507
Si 1.3673 9.5708 2.0507
Si 6.8362 9.5708 2.0507
Si 0 0 3.418
Si 5.469 0 3.418
Si 2.7345 2.7345 3.418
Si 8.2035 2.7345 3.418
Si 0 5.469 3.418
Si 5.469 5.469 3.418
Si 2.7345 8.2035 3.418
Si 8.2035 8.2035 3.418
Si 1.3675 1.3992 4.8115
Si 6.8424 1.3667 4.7961
Si 3.9653 4.1398 4.7879
Si 9.5771 4.0745 4.8657
Si 1.3551 6.8207 4.7915
Si 6.9317 6.7525 4.7786
Si 4.1724 9.4761 4.6654
Si 9.5372 9.6122 4.8049
Si 2.7036 -0.241 5.9615
Si 8.1561 0.0266 6.2447
Si -0.0461 2.6817 6.3062
Si 5.3971 2.7446 6.074
Si 2.5384 5.388 6.2594
Si 8.2163 5.401 6.3183
Si -0.0614 8.1508 6.1014
Si 5.4852 8.1123 6.0026
Si 3.9456 1.2274 7.1317
Si 9.8781 0.9717 7.6261
Si 1.0035 4.1913 7.8165
Si 6.4827 4.2528 7.5029
Si 4.3285 6.5265 7.2467
Si 9.2474 7.2039 7.5124
Si 1.2072 9.6193 7.4273
Si 6.8743 9.3734 7.4262
O 9.5989 6.8658 24.5084
O 3.9853 1.5132 24.6612
O 8.0694 8.3166 7.7557
O 3.1743 1.3495 8.5604
O 6.8089 4.1094 24.5038
O 1.3696 9.6229 24.4858
O 5.4316 5.4659 7.8729
O 0.1353 -0.1421 7.7549
O 6.7965 3.3976 8.8846
O 6.2405 9.8581 8.8602
O 9.846 7.2499 9.0596
O 1.8776 9.1614 8.8643
O 5.626 1.1713 9.9556
O 1.8652 3.5045 9.0138
O 9.6559 1.3199 9.2065
O 3.8188 7.4465 8.4799
O 7.8779 8.5921 23.5266
O 8.4768 2.2125 23.6716
O 5.0399 5.9177 23.694
O 2.2875 3.297 23.7313
O 10.6077 0.6173 23.7408
O 0.4272 5.171 23.6207
O 3.181 7.8472 23.6308
O 5.4783 14.1387 19.3331
Si 11.4189 2.3799 20.8887
Si 7.8515 9.392 22.1035
Si 2.351 5.1876 13.5899
Si 12.3138 7.3872 16.8916
Si -0.029 -4.6769 9.7692
Si 10.966 8.9188 14.8366
Si -1.3336 -4.9895 17.7861
Si 1.638 4.4654 22.7939
Si 4.6228 10.9659 17.049
Si 6.9209 5.8454 16.4475
Si 5.804 2.7949 10.0563
Si 2.8054 9.2701 18.7437
Si 7.8853 3.7395 11.8371
Si 9.1707 1.1191 10.7538
Si 9.1793 1.6306 15.9729
Si 2.6988 4.7089 16.6281
Si -3.8072 3.479 14.7078
Si 6.3753 10.6849 10.2725
Si 16.0722 4.5314 18.4701
Si 4.9861 7.2378 19.9008
Si -1.5437 1.1811 22.8059
Si 2.2718 2.3677 12.5907
Si 5.4586 10.9505 22.0098
Si 0.1698 6.969 12.7991
Si 13.8787 2.529 9.6874
Si 11.0379 3.247 17.8741
Si 8.1233 7.9812 19.4637
Si -6.192 1.4444 14.3818
Si -2.1902 -1.2268 16.8196
Si 2.9462 7.9068 12.4231
Si -5.8025 1.6368 19.5585
Si -0.2277 0.6962 13.3834
Si 3.8962 6.6435 22.7878
Si 2.7562 0.4051 20.8177
Si 13.5773 7.8519 9.4864
Si 6.2695 8.6426 15.5291
Si 5.2177 -1.2741 13.0137
O 6.5191 5.0369 17.794
O -0.4482 -4.6217 11.385
O 6.6133 4.9533 15.1388
O 2.2008 10.0236 20.0487
O -0.1471 4.9361 8.7763
O 1.0304 3.8179 21.4342
O 1.538 6.662 9.6462
O -5.4584 0.1645 13.7027
O 14.2352 6.4523 13.1131
O 8.6138 11.3308 16.8745
O 5.3629 9.7165 16.3307
O -1.3828 1.1646 14.442
O 2.4 3.9921 12.4791
O 6.0048 8.5506 13.9137
O 2.7735 4.5133 15.0038
O 6.3631 3.2251 11.5117
O 3.4496 1.7626 13.4883
O 15.0034 4.1528 17.2974
O -2.9539 13.6763 15.8826
O 0.7972 5.7201 13.6399
O 7.8056 9.1117 15.6503
O 0.3845 2.4395 19.2634
O 4.5726 5.7321 19.4115
O 7.9982 5.2227 11.1926
O 10.9328 6.6086 17.1555
O 2.7634 5.5536 22.3593
O 9.0663 6.6908 19.1342
O 1.3238 8.0367 12.354
O -5.4202 0.7102 18.2509
O 7.8961 0.1021 10.7111
O 11.3548 -0.6834 13.979
O 4.3009 3.397 9.8522
O 4.1009 8.3636 19.1282
O 8.5162 6.127 16.581
O 1.4664 3.89 17.2801
O -0.7744 7.8562 13.8094
O 5.7909 2.6614 14.3281
O 2.5952 6.3128 16.8866
O 9.923 4.4012 18.1696
O 4.2918 1.1488 15.9142
O 3.4279 8.0352 10.8745
O 3.6453 -1.7439 13.126
O 8.5475 10.8512 22.2624
O -2.8163 3.6911 13.4365
O 9.9683 2.0233 21.5379
O 8.5922 8.5565 20.9173
O -5.0269 1.1637 20.926
O 5.7018 -1.1567 11.4545
O 1.3612 8.1472 15.4248
O 2.414 1.8327 11.0426
O 6.5532 7.5373 19.552
O 1.5937 -2.5409 18.1333
O 1.4863 12.1387 21.4146
O 8.9243 2.6567 11.2037
O 3.2251 -0.5422 17.6421
O 8.3853 -1.8373 18.2847
O 10.22 -1.6095 16.2286
O -0.454 2.2314 16.728
O 0.8711 1.8917 13.2453
O 6.2943 -1.3376 21.6246
O 15.5655 7.274 21.4896
O 5.9023 0.2533 23.5624
O -4.8881 7.2075 16.2618
O 3.5295 1.4508 19.8204
O 3.8292 -0.127 21.9434
O 10.1613 0.4288 11.8564
H 8.7826 5.7558 11.4126

Results
free energy: -135757.140 eV
free energy less fixed offsets of H -15.97, O -568.88, Si -635.61 eV per atom: -5.840 eV

Forces (eV/angstrom), in the order of the atoms: element, x, y, z
Si 0.0001 0.0144 -0.0302
Si -0.0017 -0.0358 0.0164
Si -0.0076 0.0098 -0.0176
Si 0.0143 -0.0023 -0.0248
Si 0.0152 -0.0155 -0.0335
Si -0.0043 0.015 -0.0392
Si 0.0145 -0.0116 -0.0246
Si -0.0047 0.0051 -0.0631
Si -0.032 0.0249 -0.0055
Si 0.009 -0.0146 -0.0004
Si -0.0198 0.0163 0.007
Si 0.0151 -0.0148 -0.0042
Si 0.0206 -0.0233 0.0006
Si -0.0237 0.0177 -0.0001
Si 0.0232 -0.0033 -0.0125
Si -0.0246 0.0194 0.0076
Si 0.0133 -0.0155 0.0444
Si -0.0031 0.0028 0.0015
Si -0.0022 0.004 -0.0034
Si 0.0063 -0.0064 0.0209
Si -0.0074 0.0087 -0.0079
Si 0.0099 -0.0091 0.0285
Si 0.0084 -0.0034 0.0259
Si -0.0079 0.012 -0.0015
Si -0.0724 -0.0181 0.3623
Si -0.106 0.0271 -0.0755
Si -0.0954 0.0845 -0.1455
Si 0.0831 0.2365 0.2722
Si 0.0606 0.26 -0.1615
Si -0.0171 0.0141 0.1163
Si 0.0388 0.0617 0.1058
Si -0.0473 -0.024 -0.2469
Si 0.0835 0 -0.0252
Si 0.0051 0.0088 0.0035
Si 0.0425 -0.0599 -0.0071
Si -0.0158 -0.0026 -0.007
Si -0.0085 0.029 0.0051
Si 0.0979 0.0095 -0.0106
Si 0.0273 0.0215 -0.012
Si 0.0127 -0.0478 -0.025
Si -0.0569 0.0301 -0.0006
Si 0.0035 0.0256 0.0004
Si -0.0507 0.0185 -0.0389
Si -0.0034 -0.0302 -0.0252
Si 0.043 0.0381 -0.0068
Si -0.0389 0.0339 -0.0109
Si -0.0343 -0.0081 -0.0395
Si -0.0178 0.0231 -0.0325
Si 0.0297 -0.0088 0.0196
Si 0.0327 -0.0679 0.0271
Si -0.017 0.0229 0.0146
Si 0.0198 -0.0256 0.0029
Si 0.0665 -0.035 0.0355
Si -0.0118 0.0577 0.0191
Si -0.0142 -0.0515 0
Si 0.0058 -0.0033 0.029
Si -0.0125 0.0182 0.0348
Si 0.0639 0.0582 0.0219
Si -0.1014 -0.0663 -0.0154
Si -0.0984 -0.1043 0.013
Si -0.1267 0.0008 -0.0607
Si -0.0088 0.0939 0.0153
Si -0.0026 -0.015 0.025
Si -0.0192 -0.0273 0.0026
Si -0.1125 0.1125 0.1892
Si 0.3179 0.1581 -0.2799
Si -0.199 -0.1189 -0.2502
Si 0.0541 0.171 0.2453
Si -0.1232 -0.2244 0.2341
Si -0.0664 -0.0837 0.2594
Si -0.2491 -0.5198 -0.4633
Si 0.2539 -0.024 -0.023
Si 0.0301 0.0566 -0.0025
Si -0.0127 0.0241 -0.0174
Si 0.0103 -0.0668 -0.0739
Si 0.0336 -0.0067 -0.0092
Si 0.02 -0.0114 -0.0383
Si -0.0064 0.0638 -0.0782
Si -0.0078 0.0478 0.0229
Si -0.0388 -0.0069 -0.1494
Si -0.062 -0.1244 -0.0694
Si -0.0093 -0.0132 0.0515
Si -0.0214 -0.0241 0.0451
Si -0.0398 -0.0576 0.0317
Si -0.0425 0.0387 0.1103
Si -0.0445 -0.0396 0.0295
Si 0.0358 0.0189 0.0729
Si 0.0177 -0.0102 0.0344
Si -0.1399 0.1476 0.1126
Si 0.0688 0.0306 -0.0896
Si 0.0823 -0.0942 -0.1195
Si 0.0479 0.0583 -0.03
Si -0.0221 0.0837 0.0062
Si -0.111 0.2552 0.0548
Si -0.002 0.0121 -0.0532
Si 0.0931 -0.0372 -0.1561
O -0.0001 -0.0007 0.032
O 0.0148 0.0059 -0.0207
O 0.0715 -0.2883 -0.0138
O 0.2501 -0.1373 -0.245
O 0.0038 -0.003 0.0182
O 0.0018 -0.0011 0.0135
O -0.0148 -0.0545 -0.0377
O 0.0098 -0.0007 0.037
O 0.0027 -0.0989 0.0582
O -0.0546 0.1634 0.2494
O -0.011 -0.0062 -0.0119
O 0.0051 -0.0024 0.0328
O 0.0345 0.0314 0.1023
O -0.0032 0.0064 0.0057
O -0.0338 -0.0088 0.0425
O -0.0046 -0.0129 -0.0199
O 0.008 -0.0084 0.0316
O -0.0062 0.0102 0.0178
O 0.0102 -0.0084 0.0186
O 0.0009 -0.0029 0.0203
O 0.0109 -0.0031 0.0168
O -0.0161 0.012 0.0187
O -0.0042 0.0112 0.0171
O -0.0152 0.0225 -0.0197
Si 0.0053 -0.002 -0.0163
Si 0.0063 0.0001 -0.0219
Si 0.0022 0.0011 -0.0006
Si 0.0092 -0.0028 0.0005
Si 0.009 0.0495 0.0038
Si 0.0042 -0.0074 0.0077
Si -0.005 -0.005 -0.0026
Si 0.0008 -0.0014 -0.0108
Si 0.017 -0.0068 -0.0213
Si 0.0235 -0.008 -0.0236
Si 0.0237 0.2502 0.1729
Si -0.007 -0.0081 -0.0017
Si 0.0056 0.014 -0.0145
Si 0.0465 0.0176 0.0186
Si 0.0055 0.0006 0.0099
Si 0.0052 0.0049 0.01
Si -0.0552 0.0848 -0.0274
Si 0.0426 -0.2473 0.0966
Si 0.0173 -0.004 -0.0101
Si 0.0057 0.002 -0.0083
Si -0.0034 -0.0032 -0.0222
Si -0.0097 0.0455 0.0162
Si -0.0017 0.0009 -0.0133
Si 0.0082 0.0003 0.0006
Si -0.1071 0.0507 -0.0821
Si -0.0007 0.0016 0.006
Si 0.0053 0.0036 -0.0124
Si -0.0122 -0.003 0.0406
Si 0.0073 -0.0017 -0.0017
Si -0.0035 -0.0089 -0.0013
Si 0.0069 0.0078 -0.0129
Si 0.0183 -0.0107 0.0347
Si 0.0019 0.0004 -0.0188
Si -0.0009 -0.0006 -0.0056
Si -0.0035 0.0129 -0.047
Si 0.0132 0.0032 0.009
Si -0.029 -0.0431 0.0366
O -0.0477 -0.0134 0.0122
O -0.015 -0.0099 0.0018
O 0.0678 -0.1344 -0.0013
O 0.0074 0.0003 -0.0005
O -0.0393 0.0234 -0.0133
O 0.004 0.0006 0.0033
O -0.0429 -0.024 -0.0032
O 0.0088 0.0059 -0.0097
O 0.0006 0.0032 -0.0047
O 0.0005 -0.0054 -0.0032
O -0.0071 0.0227 0.0111
O 0.0083 -0.0046 -0.0064
O 0.0145 -0.0148 0.007
O -0.0133 0.0221 -0.0059
O 0.0046 -0.0032 -0.0085
O -0.0767 -0.0787 -0.271
O 0.0604 -0.0123 -0.006
O 0.0406 0.0051 0.035
O -0.0185 0.0207 -0.0237
O 0.0058 -0.0048 -0.0009
O -0.0265 -0.0063 -0.0084
O 0.0043 -0.002 0.0191
O 0.0183 -0.0181 -0.0176
O -0.1032 -0.1526 -0.0193
O -0.0058 -0.0044 -0.001
O 0.0024 0.0022 0.0074
O 0.0025 -0.0019 -0.007
O 0.0181 -0.0022 -0.0006
O -0.0019 0.0062 0.0073
O -0.0975 0.0008 -0.054
O -0.0043 0.024 -0.0146
O 0.2173 -0.0321 0.095
O -0.0055 0.0072 0.0037
O -0.0466 -0.0166 0.002
O 0.0022 -0.0041 -0.0005
O 0.0072 0.0018 -0.0025
O 0.1288 0.0559 0.0098
O 0.0049 -0.0001 -0.0023
O 0.0039 0.0136 -0.0056
O 0.0129 -0.0108 -0.013
O 0.0159 0.0115 0.0419
O 0.0502 0.0051 -0.0175
O 0.0032 0.0002 0.0056
O -0.083 -0.0069 0.06
O 0.0027 -0.0036 0.0059
O 0.0005 0.0066 0.0132
O 0.0015 -0.002 0.007
O 0.06 0.1307 -0.135
O 0.0054 -0.0021 -0.0013
O -0.0562 -0.0854 0.0527
O 0.0038 0.0022 0.0077
O 0.0218 0.0108 0.009
O -0.0034 0.0047 0.002
O -0.092 -0.0049 0.028
O 0.0095 -0.0056 -0.0014
O 0.0047 -0.0077 0.0132
O -0.0037 0.0025 0.0023
O 0.0099 0.0042 -0.0038
O -0.0205 -0.0167 0.0418
O 0.0036 -0.0014 0.0026
O -0.0045 -0.0043 0.0156
O 0.0041 0.0007 0.0091
O 0.0344 -0.0079 -0.0123
O 0.0041 -0.0039 0.0054
O 0.0055 0.0002 0.0055
O -0.0204 0.0205 -0.0345
H 0.1291 0.0823 0.0368

The program warned: the cutoff lies below the one the program advises for these potential files; the forces do not sum to zero within the program's tolerance; the exchange-correlation potential is rough where the density is thin.
